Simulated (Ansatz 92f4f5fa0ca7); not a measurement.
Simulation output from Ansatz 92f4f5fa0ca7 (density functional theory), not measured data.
Periodic cell of 250 atoms, Si166O84, from a study of silicon, its oxide and their interface. The atomic structure is a simulated model.
Doubt: the cutoff is far below the 930 eV that the study's wrapper takes by default for these files, so forces and energies are approximate.
This geometry differs little from another in the collection (a relaxation step or a small displacement).

Settings: functional PBE; potential files Ansatz PAW; basis plane waves; wave-function cutoff 580 eV; density cutoff ratio 5; exchange-correlation grid ratio 1; k mesh 1 x 1 x 1, Gamma-centred; self-consistency stop 5e-08 eV per atom in the density residual; occupations fixed; spin none; net charge 0.

Cell vectors (angstrom)
a, 10.938, 0, 0
b, 0, 10.938, 0
c, 0, 0, 37.1218

Atoms: element, x, y, z (angstrom)
Si, 0, 0, 0.683
Si, 5.469, 0, 0.683
Si, 2.7345, 2.7345, 0.683
Si, 8.2035, 2.7345, 0.683
Si, 0, 5.469, 0.683
Si, 5.469, 5.469, 0.683
Si, 2.7345, 8.2035, 0.683
Si, 8.2035, 8.2035, 0.683
Si, 1.3673, 1.3673, 2.0503
Si, 6.8362, 1.3673, 2.0503
Si, 4.1018, 4.1018, 2.0503
Si, 9.5708, 4.1018, 2.0503
Si, 1.3673, 6.8362, 2.0503
Si, 6.8362, 6.8362, 2.0503
Si, 4.1018, 9.5708, 2.0503
Si, 9.5708, 9.5708, 2.0503
Si, 2.7345, 0, 35.0703
Si, 8.2035, 0, 35.0703
Si, 0, 2.7345, 35.0703
Si, 5.469, 2.7345, 35.0703
Si, 2.7345, 5.469, 35.0703
Si, 8.2035, 5.469, 35.0703
Si, 0, 8.2035, 35.0703
Si, 5.469, 8.2035, 35.0703
Si, 4.1018, 1.3673, 36.4376
Si, 9.5708, 1.3673, 36.4376
Si, 1.3673, 4.1018, 36.4376
Si, 6.8362, 4.1018, 36.4376
Si, 4.1018, 6.8362, 36.4376
Si, 9.5708, 6.8362, 36.4376
Si, 1.3673, 9.5708, 36.4376
Si, 6.8362, 9.5708, 36.4376
Si, -0.5894, 0.6013, 27.2197
Si, 5.7021, -0.498, 26.8841
Si, 2.0362, 3.478, 27.0432
Si, 8.5636, 2.2301, 27.1002
Si, 0.2701, 5.1788, 27.0601
Si, 4.8922, 6.21, 27.0212
Si, 3.1451, 8.0484, 26.9023
Si, 7.4077, 8.73, 26.9563
Si, 1.2538, 1.5768, 28.2863
Si, 6.649, 1.3461, 28.1038
Si, 3.9319, 4.3413, 28.1648
Si, 9.469, 4.1315, 28.2547
Si, 1.3481, 6.9851, 28.1257
Si, 6.6163, 7.0378, 28.4012
Si, 4.0744, 9.6091, 28.3814
Si, 9.3414, 9.613, 28.1049
Si, 2.6458, 0.1243, 29.5484
Si, 8.038, 0.0347, 29.5894
Si, -0.1036, 2.85, 29.7278
Si, 5.3397, 2.8441, 29.432
Si, 2.6494, 5.6488, 29.6516
Si, 8.0835, 5.5564, 29.5327
Si, -0.1144, 8.2931, 29.4508
Si, 5.3635, 8.3257, 29.8668
Si, 4.0465, 1.4665, 30.9061
Si, 9.462, 1.3957, 30.9677
Si, 1.312, 4.2194, 31.0121
Si, 6.7417, 4.144, 30.8842
Si, 4.005, 6.8994, 31.1022
Si, 9.5171, 6.8953, 30.8912
Si, 1.2644, 9.6448, 30.8813
Si, 6.7946, 9.6681, 31.1009
Si, -0.0679, 0.0374, 32.3151
Si, 5.3974, 0.1097, 32.3612
Si, 2.6911, 2.7962, 32.3223
Si, 8.1182, 2.7878, 32.3061
Si, -0.0721, 5.5527, 32.3426
Si, 5.422, 5.4821, 32.3469
Si, 2.6222, 8.2961, 32.3512
Si, 8.189, 8.2337, 32.345
Si, 1.3538, 1.3745, 33.6809
Si, 6.8252, 1.3986, 33.7148
Si, 4.0917, 4.0956, 33.7124
Si, 9.5462, 4.1081, 33.6847
Si, 1.3401, 6.859, 33.714
Si, 6.8342, 6.8325, 33.696
Si, 4.0781, 9.5973, 33.6981
Si, 9.5723, 9.5723, 33.7084
Si, 2.7446, -0.0148, 3.4111
Si, 8.2173, -0.0057, 3.414
Si, 0.025, 2.7356, 3.4232
Si, 5.4751, 2.7163, 3.4015
Si, 2.7555, 5.4647, 3.4148
Si, 8.2169, 5.4551, 3.4104
Si, 0.008, 8.1858, 3.4036
Si, 5.4844, 8.1916, 3.422
Si, 4.183, 1.2852, 4.7655
Si, 9.6577, 1.2929, 4.7694
Si, 1.4283, 4.0798, 4.7908
Si, 6.8609, 4.0608, 4.7529
Si, 4.1975, 6.7431, 4.7857
Si, 9.6535, 6.7577, 4.7679
Si, 1.4306, 9.4916, 4.7573
Si, 6.8763, 9.5421, 4.779
Si, 0.1025, -0.0974, 6.1505
Si, 5.5123, -0.0853, 6.2069
Si, 2.862, 2.6978, 6.0752
Si, 8.2454, 2.669, 6.0403
Si, 0.1002, 5.4361, 6.2105
Si, 5.5573, 5.3824, 6.2193
Si, 2.8153, 8.0985, 6.0921
Si, 8.2729, 8.133, 6.0588
Si, 1.5822, 1.281, 7.4127
Si, 6.9594, 1.3188, 7.4748
Si, 4.2057, 3.9352, 7.58
Si, 9.5879, 4.0019, 7.4247
Si, 1.5731, 6.7716, 7.5924
Si, 6.9896, 6.8038, 7.5072
Si, 4.149, 9.3704, 7.5391
Si, 9.6735, 9.3816, 7.4599
Si, 2.8669, -0.113, 8.8865
Si, 8.2903, -0.1637, 8.7393
Si, 0.074, 2.5742, 8.6373
Si, 5.6358, 2.5911, 8.9721
Si, 2.8974, 5.3035, 9.0138
Si, 8.3693, 5.4353, 8.8692
Si, 0.1696, 8.1425, 8.9378
Si, 5.5577, 8.0168, 8.9534
Si, 4.7966, 0.6225, 10.1098
Si, 10.1126, 0.7978, 9.8731
Si, 0.9286, 4.2927, 9.961
Si, 6.652, 4.4432, 10.1344
Si, 4.7784, 6.1435, 10.3011
Si, 10.36, 6.1912, 10.0785
Si, 0.9658, 10.0687, 10.1451
Si, 6.6556, 9.7604, 10.1243
O, 13.7509, 19.3334, 16.4669
O, 11.4974, -3.6242, 21.446
O, -9.9671, 17.8641, 15.3848
O, 10.8024, 15.8969, 14.0366
O, 19.9626, 16.5704, 18.7917
O, 4.4594, 17.4584, 11.9012
O, 22.6465, 38.0566, 23.21
O, 0.9818, -0.7188, 17.3081
O, 2.4712, 3.2837, 25.4636
O, 2.8694, 8.9763, 25.496
O, 16.6874, 15.0975, 16.3942
O, 5.723, 5.9203, 25.5843
O, 7.3438, 8.1119, 25.3906
O, -6.1785, 13.9877, 21.2726
O, -7.7145, 18.603, 14.0033
O, 4.722, 29.4296, 21.1323
Si, 1.1171, 30.029, 20.1407
Si, 25.4622, 17.1987, 13.2594
Si, -26.9369, 26.9509, 15.0326
Si, -8.1572, 46.7669, 17.9841
Si, 18.066, 12.0162, 19.1053
Si, -15.453, 39.8424, 24.5864
Si, -38.6518, 25.5875, 22.7019
Si, -11.9311, 1.8303, 24.7205
Si, -1.5879, 23.0147, 12.9071
Si, 14.5605, 1.9149, 15.4745
Si, -9.4047, 28.0682, 22.1624
Si, 7.7806, 29.3834, 15.365
Si, 25.894, 9.147, 17.2722
Si, -8.8936, -2.839, 15.0548
Si, 13.7636, 35.081, 24.2621
Si, 13.534, 21.3771, 21.668
Si, -23.2316, 4.462, 17.7621
Si, 15.4086, 23.6624, 20.308
Si, 18.5381, -16.3314, 19.6124
Si, 7.7833, 15.871, 22.7547
Si, 22.4767, 27.0713, 12.5962
Si, 10.6309, 27.8055, 15.3538
Si, 0.3053, 9.9257, 13.1472
Si, 4.3483, 39.7011, 22.5832
Si, -6.0308, 55.9882, 13.0243
Si, 34.9712, 11.2959, 17.2503
Si, 18.3111, 14.2286, 12.9293
Si, 8.2646, 31.2458, 12.8571
Si, 6.8504, 25.4901, 17.4743
Si, -0.2918, 31.986, 18.2859
Si, 5.0744, 29.046, 19.5771
Si, 33.3177, 1.5347, 22.2917
Si, -0.3607, 37.5194, 24.2395
Si, -5.2002, -0.0657, 15.4599
Si, 13.502, 27.5138, 19.4434
Si, -0.9487, 1.9643, 19.6597
Si, -40.1797, -0.7131, 24.662
Si, 7.8912, 9.9123, 17.0925
O, 16.3295, 32.776, 13.8568
O, -4.432, 28.3886, 15.4128
O, 8.7553, 13.5024, 13.4418
O, 4.687, 16.2263, 22.6389
O, 2.1524, -5.3187, 12.8553
O, 15.1296, 11.7992, 11.6461
O, 18.2886, 21.4288, 18.5272
O, -0.8857, 1.3996, 23.161
O, 8.3891, 56.3997, 19.953
O, -19.6948, 16.1808, 20.9865
O, -25.999, 34.8429, 17.8154
O, 1.7918, 7.05, 19.1164
O, -8.0995, 33.5619, 24.8774
O, -5.8493, 10.4463, 25.302
O, -0.3012, 44.3541, 25.5601
O, -5.8142, -1.409, 16.1394
O, -0.328, 28.1678, 11.7583
O, 10.1716, 57.8929, 18.6157
O, 9.2156, 4.5386, 23.3835
O, -8.8227, 15.3414, 18.4849
O, 3.4322, -11.8967, 23.022
O, 10.7287, 0.5126, 13.5605
O, -2.6151, 36.7735, 16.8458
O, 26.9171, 23.177, 16.0237
O, 14.3339, 22.5931, 20.9156
O, 9.8835, 9.0481, 12.7767
O, 21.6262, 26.922, 16.7294
O, 9.614, 12.3252, 11.3289
O, -7.733, 36.0052, 16.4027
O, 7.4036, 52.8526, 11.4882
O, 40.1929, 6.3154, 23.4959
O, -10.178, 47.6438, 11.6016
O, 18.2584, -0.0887, 15.8671
O, 5.8537, 44.7173, 20.093
O, 7.6274, 52.2187, 14.0495
O, 39.5236, -7.215, 23.0163
O, 12.1252, 31.1952, 14.3726
O, 24.6262, 7.0011, 22.9024
O, 2.2909, 20.1406, 20.6308
O, 29.4835, 8.3469, 16.7566
O, -4.2552, 28.7662, 19.4906
O, 12.6935, 1.7356, 18.0385
O, 4.1699, 27.724, 19.22
O, -21.8798, 24.1907, 20.9464
O, -3.9963, 4.3455, 14.0605
O, -37.5479, -8.7438, 12.6688
O, 12.1695, 9.9163, 11.7922
O, 14.7612, 2.1987, 13.8853
O, -14.3536, 25.9681, 11.5216
O, -17.4407, 16.2325, 14.2898
O, 8.1651, 21.9118, 13.1446
O, 9.2156, 28.6152, 15.2953
O, -9.203, 24.2269, 23.025
O, -19.3939, 55.4431, 15.6917
O, -6.2436, 19.2558, 18.4892
O, -0.4484, -10.4135, 19.1333
O, 1.0885, 0.0377, 22.0305
O, 10.8237, 3.2139, 24.8695
O, 15.2394, 24.6657, 23.7821
O, 14.9573, -8.4115, 18.9207
O, -4.2231, 4.3519, 18.928
O, 8.4799, 13.109, 25.3936
O, -5.7504, 40.5165, 23.7319
O, 9.4987, 31.8399, 17.1677
O, 3.4551, 10.5474, 17.9192
O, -3.0048, 5.206, 21.1605
O, 10.8305, 41.6909, 19.3439
O, -0.3172, 5.6778, 25.5521

Results
free energy: -153297.010 eV
free energy less fixed offsets of O -568.88, Si -635.61 eV per atom: 0.170 eV

Forces (eV/angstrom), in the order of the atoms: element, x, y, z
Si, 0.0291, -0.0207, 0.009
Si, 0.0281, -0.0622, 0.0047
Si, 0.0524, -0.0434, -0.0297
Si, 0.0418, -0.0535, -0.0281
Si, 0.0394, -0.0479, -0.0023
Si, 0.0722, -0.0512, 0.0136
Si, 0.0307, -0.0077, -0.0178
Si, 0.0255, -0.0689, -0.0271
Si, 0.103, -0.0007, -0.0158
Si, 0.1877, -0.0246, -0.1143
Si, -0.0314, -0.1351, -0.0905
Si, 0.0786, -0.1655, -0.0395
Si, 0.1613, -0.079, -0.0909
Si, 0.1394, 0.0219, -0.0225
Si, 0.0855, -0.166, -0.0212
Si, 0.0056, -0.0969, -0.0658
Si, -0.1604, 0.1592, 0.0296
Si, -0.0498, 0.062, -0.0721
Si, -0.0962, 0.0548, -0.1829
Si, -0.0732, 0.1013, 0.2253
Si, -0.0829, 0.0915, -0.0625
Si, -0.0592, -0.0084, 0.0245
Si, -0.0987, 0.1135, 0.2451
Si, -0.0781, 0.0641, -0.1943
Si, -0.046, 0.0582, 0.0008
Si, -0.0303, 0.0323, -0.0022
Si, -0.0504, 0.0311, -0.0114
Si, -0.0446, 0.0531, 0.0111
Si, -0.0462, 0.0387, -0.0016
Si, -0.0277, 0.0589, -0.0031
Si, -0.0398, 0.0325, 0.0064
Si, -0.0219, 0.0436, -0.0125
Si, 0.0124, -0.0406, 0.034
Si, -0.006, 0.0019, 0.0091
Si, 0.0213, -0.0271, 0.0366
Si, -0.0273, 0.0179, 0.0203
Si, 0.009, 0.0333, 0.0118
Si, -0.0113, -0.0129, 0.0219
Si, 0.0008, -0.0009, 0.0065
Si, 0.0082, -0.0003, 0.0414
Si, -0.0106, 0.0097, -0.026
Si, 0.0189, 0.0074, 0.0042
Si, -0.0064, 0.002, -0.0045
Si, -0.0084, -0.0213, 0.0032
Si, -0.0026, -0.0195, 0.006
Si, -0.0005, 0.0098, -0.0012
Si, 0.0034, 0.0005, 0.0116
Si, 0.0097, 0.0277, -0.0082
Si, 0.0058, -0.004, 0.0074
Si, -0.0029, -0.0044, 0.0169
Si, -0.0057, 0.0094, 0.0205
Si, -0.0051, 0.0025, -0.0105
Si, -0.0076, 0.0088, 0.0116
Si, 0.0028, 0.0102, 0.0051
Si, -0.0038, 0.0003, -0.0056
Si, 0.0012, 0.0011, 0.0158
Si, -0.0064, -0.0045, 0.011
Si, -0.0036, 0.0117, 0.0018
Si, -0.012, 0.0016, 0.0002
Si, 0.0024, -0.0007, 0.0081
Si, 0.0007, 0.0111, -0.0119
Si, -0.0021, -0.0088, 0.0087
Si, 0.0043, 0.0043, 0.0059
Si, -0.0124, 0.0017, -0.0078
Si, -0.0012, 0.0018, 0.0039
Si, 0.0115, -0.0063, -0.0008
Si, -0.0037, 0.0028, -0.0009
Si, 0.0063, -0.0108, 0.0026
Si, 0.0071, -0.0074, -0.0014
Si, -0.0038, 0.0011, 0.0026
Si, 0.0071, -0.0067, 0.0028
Si, -0.0012, 0.0054, 0.0015
Si, 0.0025, 0.0009, 0.0052
Si, -0.0072, 0.0014, 0.0035
Si, 0.0054, -0.0036, 0.0065
Si, 0.0011, 0.0036, 0.0023
Si, -0.0059, 0.0047, 0.0043
Si, 0.0079, -0.0035, 0.0048
Si, -0.0074, 0.0066, 0.0039
Si, 0, -0.0066, 0.0063
Si, 0.0013, 0.002, 0.0006
Si, -0.0009, -0.0005, 0.0013
Si, -0.0032, -0.0032, 0.0018
Si, 0.0014, 0.0008, 0.0005
Si, 0.0023, 0.0022, 0
Si, 0.0022, -0.0022, 0.0012
Si, 0.0022, 0.0002, 0.0008
Si, -0.0024, -0.0026, 0
Si, -0.0046, 0.0055, 0.0062
Si, -0.0051, 0.0082, 0.0098
Si, 0.0015, -0.0013, 0.0021
Si, -0.0015, -0.0013, 0.008
Si, -0.0099, 0.0049, 0.0078
Si, -0.0044, 0.003, 0.0052
Si, -0.006, 0.0016, 0.0067
Si, 0.005, -0.0013, 0.0027
Si, -0.0066, 0.0024, 0.0019
Si, -0.0054, -0.0005, 0.0068
Si, 0.0008, -0.0092, -0.0171
Si, 0.0104, -0.0047, -0.0086
Si, 0, 0.0023, 0.0017
Si, -0.0012, 0.0001, 0.0034
Si, 0.0099, -0.0126, -0.0101
Si, 0.0067, -0.0016, -0.0129
Si, 0.0089, 0.0076, 0.001
Si, 0.0147, 0.0072, -0.0188
Si, -0.0039, 0.0018, -0.0036
Si, -0.0134, -0.0158, -0.0116
Si, 0.014, 0.0064, -0.0149
Si, 0.009, -0.0035, 0.0051
Si, -0.0094, -0.0072, -0.0067
Si, -0.0034, -0.0175, -0.0125
Si, 0.0211, 0.0083, 0.0027
Si, 0.0162, 0.0081, -0.0051
Si, 0.0033, 0.012, 0.0018
Si, -0.0071, -0.0104, 0.0075
Si, 0.007, 0.0064, -0.0048
Si, 0.0016, 0.0107, -0.0087
Si, -0.0128, -0.002, 0.0009
Si, -0.0014, -0.0079, -0.0041
Si, -0.0096, 0.006, -0.0042
Si, -0.0095, 0.0042, -0.0142
Si, 0.0048, -0.0381, 0.009
Si, -0.0058, -0.0048, 0.0016
Si, 0.001, -0.0017, 0.0068
Si, -0.0196, 0.0295, 0.0236
Si, -0.0004, -0.0079, 0.0106
Si, -0.0042, -0.0005, 0.0184
O, -0.0023, 0.0001, 0.0021
O, -0.0032, -0.0026, 0.0075
O, -0.0005, 0.0014, 0.0066
O, -0.001, -0.0006, 0.0019
O, 0.0027, 0.0012, 0.0017
O, 0.0036, 0.0023, -0.0035
O, 0.004, -0.0003, 0.0042
O, 0.005, -0.0006, 0.0047
O, -0.0002, 0.0105, -0.0133
O, 0.0006, -0.0004, 0.0048
O, -0.0026, 0.0051, 0.0007
O, 0.0085, 0.0007, -0.0081
O, 0.0025, -0.0065, -0.0241
O, 0.0009, 0.0021, 0.0071
O, 0.0016, -0.0006, 0.0028
O, -0.0024, -0.0007, 0.0045
Si, 0.0041, 0.0004, 0.0003
Si, 0.0006, -0.0062, 0.0017
Si, -0.0007, -0.0046, -0.0035
Si, 0.0024, -0.0027, 0.0022
Si, -0.0026, 0.0009, 0.0035
Si, 0.0012, -0.0108, -0.0194
Si, -0.0042, -0.0038, 0.0003
Si, 0.0074, -0.0059, -0.007
Si, -0.0055, 0.004, 0.0027
Si, 0.0016, 0.0014, -0.0019
Si, -0.0013, -0.0007, -0.0035
Si, -0.0014, 0.0136, -0.0003
Si, -0.0012, 0.0039, 0.0005
Si, 0.0001, 0.0038, 0.0022
Si, 0.0016, -0.0117, -0.0087
Si, 0.0068, 0.0005, 0.0053
Si, -0.0053, 0.0003, 0.0029
Si, 0.0062, -0.0021, 0.0016
Si, -0.0044, 0.0017, 0.0001
Si, 0.0041, 0.001, -0.0004
Si, 0.0045, 0.0019, 0.0244
Si, 0.0007, -0.0028, -0.0034
Si, -0.0012, -0.0008, 0.0134
Si, 0.0046, 0.0042, 0.0012
Si, -0.0078, -0.0015, 0.0063
Si, -0.0018, 0, 0.0057
Si, 0.0059, 0.0048, 0.0077
Si, -0.0028, -0.0018, -0.0008
Si, 0.0036, -0.0048, 0.0038
Si, 0.0001, 0.0014, 0.0014
Si, 0.0034, 0.0012, 0.0009
Si, -0.0028, 0.0051, 0.0054
Si, -0.005, 0.0001, -0.0151
Si, 0.0043, 0.0012, -0.0033
Si, 0.0015, -0.0024, -0.0032
Si, -0.0079, -0.0003, 0.0079
Si, -0.012, 0.0068, -0.0121
Si, -0.0043, 0.0008, -0.0016
O, 0.0007, 0.0005, 0
O, -0.0026, -0.0071, 0.0016
O, -0.0016, -0.0017, -0.0001
O, -0.0007, -0.0013, 0.0048
O, 0.0022, 0.0007, 0.0012
O, 0.0013, 0.0021, 0.0089
O, 0.001, -0.0025, 0.0018
O, -0.0018, -0.0006, 0.0088
O, 0.0002, 0.0035, 0.0014
O, -0.0022, 0.0009, 0.0067
O, -0.0002, 0.004, 0.0067
O, -0.0006, 0.0004, 0.004
O, 0.0028, 0.0025, 0.0101
O, 0.001, 0.0006, 0.0018
O, -0.0064, 0.0117, -0.0122
O, -0.005, -0.0051, 0.0088
O, 0.0043, -0.0069, -0.0148
O, 0.0033, 0.002, 0.0016
O, -0.0021, 0.0013, 0.0027
O, -0.0019, 0.001, 0.0032
O, 0.002, -0.0062, 0.0028
O, -0.0007, 0.0018, 0.0035
O, 0.0014, 0.0028, 0.0045
O, -0.0035, 0.0014, 0.0026
O, -0.0023, 0.0009, 0.0023
O, -0.0009, 0.0015, 0.0019
O, 0.0019, 0.0029, 0.0024
O, -0.0029, 0.0031, 0.0176
O, -0.0001, 0.0026, 0.0054
O, -0.0027, 0.0007, -0.0002
O, -0.0064, 0.0041, 0.011
O, -0.0039, 0.0022, -0.018
O, 0.0003, -0.0016, 0.0048
O, -0.0074, 0.0021, 0.004
O, 0.0013, 0.0013, 0.0012
O, -0.0044, -0.0017, 0.0041
O, -0.0016, -0.0005, 0.0018
O, -0.0028, -0.0008, 0.007
O, -0.0021, -0.0023, 0.0012
O, -0.0006, -0.006, 0.0007
O, 0.0025, -0.0014, 0.0034
O, -0.0033, -0.0009, 0.0006
O, 0.0003, -0.0033, 0.0056
O, 0.0022, 0.0024, 0.0015
O, -0.0014, -0.0027, 0.0007
O, -0.0005, -0.0004, 0.0009
O, 0.0023, -0.0005, -0.0049
O, 0.0022, -0.0017, 0.0024
O, -0.0001, -0.0002, 0.011
O, 0.0028, 0.0015, 0.0043
O, -0.0019, -0.0027, 0.0023
O, 0.0006, -0.0007, 0.0057
O, 0.0021, 0.0051, 0.01
O, -0.0015, -0.0021, 0.0014
O, -0.0006, 0.0014, 0.0028
O, 0.0042, -0.0027, 0.0007
O, -0.0007, -0.0014, 0.0033
O, 0.0053, 0.0041, 0.0106
O, -0.0019, 0.0063, 0.0055
O, 0.0001, 0.0006, 0.0031
O, 0.0001, 0.0013, 0.004
O, 0.0012, -0.0042, 0.0021
O, 0.0017, 0.0007, 0.0098
O, 0.0008, -0.0005, 0.0033
O, 0.0015, -0.0034, 0.0017
O, -0.002, 0.0009, 0.0002
O, 0.0012, -0.0013, 0.0042
O, -0.004, 0.0035, 0.0125

The program warned: the cutoff lies below the one the program advises for these potential files; the forces do not sum to zero within the program's tolerance; the exchange-correlation potential is rough where the density is thin.
